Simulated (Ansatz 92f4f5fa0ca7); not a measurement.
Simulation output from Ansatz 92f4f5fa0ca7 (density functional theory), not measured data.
Periodic cell of 309 atoms, Si219O90, from a study of silicon, its oxide and their interface. The atomic structure is a simulated model.
Doubt: the cutoff is far below the 930 eV that the study's wrapper takes by default for these files, so forces and energies are approximate.
This geometry differs little from another in the collection (a relaxation step or a small displacement).

Settings: functional PBE; potential files Ansatz PAW; basis plane waves; wave-function cutoff 580 eV; density cutoff ratio 5; exchange-correlation grid ratio 1; k mesh 1 x 1 x 1, Gamma-centred; self-consistency stop 5e-08 eV per atom in the density residual; occupations fixed; spin none; net charge 0.

Cell vectors (angstrom)
a, 11.6015, 0, 0
b, 0, 10.938, 0
c, 0, 0, 43.6987

Atoms: element, x, y, z (angstrom)
Si, 0, 0, 42.7302
Si, 3.8672, 0, 42.7302
Si, 7.7343, 0, 42.7302
Si, 1.9336, 1.3673, 42.7302
Si, 5.8008, 1.3673, 42.7302
Si, 9.6679, 1.3673, 42.7302
Si, 0, 5.469, 42.7302
Si, 3.8672, 5.469, 42.7302
Si, 7.7343, 5.469, 42.7302
Si, 1.9336, 6.8362, 42.7302
Si, 5.8008, 6.8362, 42.7302
Si, 9.6679, 6.8362, 42.7302
Si, 1.9336, 2.7345, 40.7966
Si, 5.8008, 2.7345, 40.7966
Si, 9.6679, 2.7345, 40.7966
Si, 0, 4.1018, 40.7966
Si, 3.8672, 4.1018, 40.7966
Si, 7.7343, 4.1018, 40.7966
Si, 1.9336, 8.2035, 40.7966
Si, 5.8008, 8.2035, 40.7966
Si, 9.6679, 8.2035, 40.7966
Si, 0, 9.5708, 40.7966
Si, 3.8672, 9.5708, 40.7966
Si, 7.7343, 9.5708, 40.7966
Si, 0, 0, 2.8987
Si, 3.8672, 0, 2.8987
Si, 7.7343, 0, 2.8987
Si, 1.9336, 1.3673, 2.8987
Si, 5.8008, 1.3673, 2.8987
Si, 9.6679, 1.3673, 2.8987
Si, 0, 5.469, 2.8987
Si, 3.8672, 5.469, 2.8987
Si, 7.7343, 5.469, 2.8987
Si, 1.9336, 6.8362, 2.8987
Si, 5.8008, 6.8362, 2.8987
Si, 9.6679, 6.8362, 2.8987
Si, 1.9336, 2.7345, 0.9651
Si, 5.8008, 2.7345, 0.9651
Si, 9.6679, 2.7345, 0.9651
Si, 0, 4.1018, 0.9651
Si, 3.8672, 4.1018, 0.9651
Si, 7.7343, 4.1018, 0.9651
Si, 1.9336, 8.2035, 0.9651
Si, 5.8008, 8.2035, 0.9651
Si, 9.6679, 8.2035, 0.9651
Si, 0, 9.5708, 0.9651
Si, 3.8672, 9.5708, 0.9651
Si, 7.7343, 9.5708, 0.9651
Si, -0.0021, 0.0113, 6.7636
Si, 3.8636, 0.0148, 6.7565
Si, 7.7333, 0.0084, 6.76
Si, 1.9308, 1.3806, 6.767
Si, 5.8007, 1.3747, 6.7541
Si, 9.6642, 1.3751, 6.7655
Si, -0.0041, 5.4822, 6.7528
Si, 3.8641, 5.4819, 6.7578
Si, 7.7363, 5.4821, 6.7636
Si, 1.9304, 6.8459, 6.7583
Si, 5.7989, 6.8458, 6.7608
Si, 9.668, 6.8521, 6.7747
Si, 1.9336, 2.7345, 4.8323
Si, 5.8008, 2.7345, 4.8323
Si, 9.6679, 2.7345, 4.8323
Si, 0, 4.1018, 4.8323
Si, 3.8672, 4.1018, 4.8323
Si, 7.7343, 4.1018, 4.8323
Si, 1.9336, 8.2035, 4.8323
Si, 5.8008, 8.2035, 4.8323
Si, 9.6679, 8.2035, 4.8323
Si, 0, 9.5708, 4.8323
Si, 3.8672, 9.5708, 4.8323
Si, 7.7343, 9.5708, 4.8323
Si, -0.1943, -0.0734, 31.0268
Si, 3.671, 0.1924, 30.8576
Si, 7.5538, -0.1439, 31.2009
Si, 1.6885, 1.3693, 31.1667
Si, 5.7347, 1.3986, 30.9448
Si, 9.4434, 1.2212, 31.1144
Si, 0.1622, 5.305, 31.2157
Si, 4.1225, 5.2884, 31.1473
Si, 8.0336, 5.5996, 31.2995
Si, 2.1597, 6.5767, 31.1238
Si, 5.9681, 6.7617, 31.2334
Si, 10.0095, 6.8601, 31.3514
Si, 1.9045, 2.6561, 33.1377
Si, 5.831, 2.6455, 33.0155
Si, 9.632, 2.6778, 33.0209
Si, 11.5995, 3.9982, 33.1449
Si, 3.8944, 3.9655, 33.0783
Si, 7.7429, 4.0822, 33.0988
Si, 1.9741, 8.1407, 32.9527
Si, 5.7762, 8.159, 33.1214
Si, 9.713, 8.2569, 33.1855
Si, 11.641, 9.5546, 33.0217
Si, 3.8659, 9.5801, 32.8343
Si, 7.6904, 9.5134, 33.1659
Si, 11.6518, -0.0211, 34.9705
Si, 3.9048, -0.0627, 34.886
Si, 7.7604, -0.0258, 35.0487
Si, 1.9872, 1.3032, 35.0391
Si, 5.8312, 1.3167, 34.9739
Si, 9.6974, 1.3235, 34.9712
Si, 11.5965, 5.4573, 35.004
Si, 3.8497, 5.4123, 34.9778
Si, 7.7161, 5.4503, 35.0263
Si, 1.9399, 6.8188, 34.9448
Si, 5.7634, 6.792, 35.0367
Si, 9.6596, 6.8065, 35.0422
Si, 1.946, 2.706, 36.9468
Si, 5.7986, 2.7065, 36.9138
Si, 9.684, 2.7082, 36.9155
Si, 0.0137, 4.0833, 36.9371
Si, 3.8672, 4.0794, 36.9359
Si, 7.7381, 4.0699, 36.9448
Si, 1.942, 8.1827, 36.9014
Si, 5.7988, 8.1824, 36.9509
Si, 9.6754, 8.1823, 36.9623
Si, 0.0074, 9.5516, 36.9187
Si, 3.8766, 9.5553, 36.8821
Si, 7.7402, 9.5412, 36.9674
Si, 0.0047, -0.0147, 38.855
Si, 3.869, -0.02, 38.8379
Si, 7.7364, -0.0022, 38.8721
Si, 1.9383, 1.3507, 38.8745
Si, 5.7975, 1.358, 38.8592
Si, 9.6753, 1.3592, 38.8615
Si, 0.0104, 5.4589, 38.8642
Si, 3.8699, 5.4592, 38.8608
Si, 7.7379, 5.455, 38.8663
Si, 1.9407, 6.834, 38.8541
Si, 5.8033, 6.8219, 38.8766
Si, 9.6747, 6.8179, 38.8828
Si, 1.9295, 2.7645, 8.6898
Si, 5.8003, 2.7655, 8.6621
Si, 9.6594, 2.7479, 8.6934
Si, -0.0171, 4.1206, 8.6784
Si, 3.8667, 4.1291, 8.6941
Si, 7.7377, 4.1308, 8.7037
Si, 1.93, 8.2254, 8.6782
Si, 5.7901, 8.2369, 8.6732
Si, 9.6692, 8.2307, 8.7063
Si, -0.0002, 9.5997, 8.7058
Si, 3.8556, 9.6064, 8.697
Si, 7.7343, 9.5869, 8.6929
Si, 11.6073, 0.0474, 10.6427
Si, 3.8527, 0.0391, 10.6472
Si, 7.7392, 0.0292, 10.6195
Si, 1.9307, 1.4193, 10.6414
Si, 5.8124, 1.3784, 10.5662
Si, 9.6568, 1.3973, 10.6451
Si, 11.5625, 5.513, 10.5927
Si, 3.8765, 5.5076, 10.633
Si, 7.7362, 5.5278, 10.634
Si, 1.9114, 6.8329, 10.5913
Si, 5.8074, 6.8752, 10.6023
Si, 9.6591, 6.9147, 10.6798
Si, 1.9107, 2.844, 12.5447
Si, 5.8379, 2.7372, 12.4749
Si, 9.5955, 2.8074, 12.5588
Si, 11.5386, 4.1451, 12.5062
Si, 3.9178, 4.108, 12.5465
Si, 7.717, 4.2201, 12.6027
Si, 1.8847, 8.1605, 12.5307
Si, 5.8069, 8.2695, 12.5078
Si, 9.6609, 8.3313, 12.6265
Si, 11.6304, 9.667, 12.6096
Si, 3.8163, 9.4968, 12.5169
Si, 7.7212, 9.6863, 12.6094
Si, 11.5949, 0.2403, 14.5024
Si, 3.7525, -0.0446, 14.3837
Si, 7.7104, 0.0615, 14.6355
Si, 2.0473, 1.5142, 14.4822
Si, 5.7126, 1.2853, 14.3498
Si, 9.6433, 1.5293, 14.5571
Si, 11.523, 5.5054, 14.4273
Si, 3.9802, 5.4384, 14.5159
Si, 7.7357, 5.6793, 14.5523
Si, 1.9728, 6.6505, 14.3789
Si, 5.8102, 6.9852, 14.4695
Si, 9.7532, 7.049, 14.6326
O, 9.9944, 7.9835, 16.0198
O, 7.6572, 9.9399, 15.9473
O, 7.4015, 4.738, 15.8888
O, 3.3725, 10.3576, 15.9357
O, 2.0363, 7.5587, 15.7551
O, 4.0064, 4.5915, 15.9726
O, 9.7759, 2.4553, 15.9472
O, 2.6141, 2.3489, 15.844
O, 11.3832, 4.5801, 15.799
O, 5.3633, 2.3714, 15.5523
O, 5.8116, 7.9879, 15.8104
O, 11.3191, 10.3216, 15.8839
O, 11.272, 10.0713, 29.5517
O, 3.2333, 10.7077, 29.2777
O, 5.78, 7.7647, 29.9133
O, 4.2216, 4.4442, 29.6949
O, 7.6825, 9.6795, 29.9397
O, 10.3176, 7.6547, 29.9262
O, 1.6173, 2.3905, 29.8574
O, 5.9411, 2.4311, 29.6335
O, 8.4452, 4.6995, 29.9606
O, -0.0698, 4.4391, 29.794
O, 2.3372, 7.3687, 29.6816
O, 9.1238, 1.8726, 29.6167
Si, 1.911, 7.7886, 17.3377
Si, 5.0355, 0.5749, 25.4291
Si, 2.4921, 5.4209, 21.7524
Si, 10.5616, 3.8643, 21.7862
Si, 8.279, 2.3849, 22.9991
Si, 9.545, 2.2358, 28.0901
Si, 10.5034, 3.6554, 16.8032
Si, 0.0279, 2.3197, 19.2964
Si, 11.021, 8.1361, 23.1264
Si, 5.166, 6.9322, 21.7239
Si, 5.7502, 2.6205, 18.8479
Si, 8.5804, 7.6621, 27.1323
Si, 8.118, 4.8405, 28.3753
Si, 5.9194, 9.5877, 22.939
Si, 2.1134, 7.6308, 28.0953
Si, 1.9228, 4.8884, 26.533
Si, 4.4939, 3.4379, 25.7594
Si, 8.5047, 8.9248, 24.5583
Si, 0.8253, 9.4842, 21.028
Si, 9.906, 10.6549, 19.4491
Si, 5.3499, 3.699, 28.7651
Si, 0.5911, 5.5236, 23.9954
Si, 10.7807, 9.1562, 16.8711
Si, 6.5689, 8.8888, 29.0378
Si, 7.1146, 7.1097, 19.2134
Si, 2.6704, 0.7396, 19.9437
Si, 10.8885, 8.6695, 28.7909
Si, 6.0322, 4.3213, 23.3702
Si, 7.084, 0.4913, 20.7099
Si, 4.0601, 2.9847, 16.3204
Si, 0.8788, 6.7422, 19.6276
Si, 6.5676, 9.0518, 16.8024
Si, 0.6649, 3.2807, 28.8925
Si, 9.799, 6.5099, 20.6222
Si, 7.7113, 4.5403, 17.4744
Si, 3.988, 10.0662, 27.9654
Si, 4.2611, 3.0382, 21.2604
Si, 3.8519, 10.018, 17.4644
Si, 8.0571, 0.7776, 25.7737
O, 11.502, 3.2285, 20.6312
O, 9.3359, 4.4786, 17.6105
O, 8.8031, 3.5969, 27.6058
O, 4.0403, -0.0683, 26.5541
O, 11.3343, 4.5358, 23.0439
O, 9.8516, 9.7998, 18.0508
O, 3.7629, 1.5357, 20.8648
O, 0.6465, 9.0657, 22.5948
O, 6.4743, 0.9733, 26.1184
O, 4.7611, 3.1633, 27.3508
O, 6.251, 1.1876, 19.4797
O, 0.5362, 8.6302, 17.5966
O, 5.6377, 4.3123, 24.9647
O, 8.4442, 7.2015, 20.1201
O, 4.4059, 2.6403, 17.8848
O, 2.0765, 5.6477, 23.3107
O, 3.3733, 0.0723, 18.6433
O, 5.8904, 7.2185, 20.2833
O, 2.3048, 6.3454, 27.1329
O, 0.6549, 4.9447, 25.5127
O, 8.4105, 10.6913, 20.0996
O, 5.4719, 10.0759, 17.4287
O, 0.5969, 8.1884, 27.9523
O, 9.7688, 2.6091, 22.4276
O, 1.9964, 10.5948, 20.9488
O, 9.9447, 9.103, 23.8422
O, 6.1466, 10.3567, 21.5122
O, 7.4683, 1.5945, 21.8396
O, 1.6354, 3.9136, 27.7795
O, 5.8999, 5.7869, 22.653
O, 7.3401, 8.9468, 23.434
O, 1.5058, 1.6761, 19.332
O, 7.1939, 8.2907, 18.0936
O, 4.3195, 1.9837, 25.0258
O, 7.0321, 3.1668, 18.011
O, 11.5483, 7.0089, 24.1639
O, 8.2864, 10.1374, 25.5851
O, 3.2598, 8.5455, 17.8349
O, 7.5809, 3.8352, 23.2575
O, 3.1372, 4.3015, 25.6456
O, 2.9023, 3.8924, 21.4298
O, 1.3322, 8.2054, 20.1735
O, 1.2089, 5.6808, 20.7994
O, 4.9795, 8.3019, 22.5963
O, 11.1671, 2.3828, 28.0855
O, 10.9749, 9.9919, 20.4826
O, 5.2891, 3.5785, 20.0976
O, 5.0825, 3.1931, 22.653
O, 6.4867, 4.7951, 28.311
O, 8.4006, 1.5614, 24.3926
O, 10.4056, 1.2445, 19.1857
O, 10.8741, 6.6092, 19.3912
O, 3.2531, 8.6713, 27.5985
O, 1.7168, 6.4416, 18.2529
O, 7.1659, 8.1895, 27.7167
O, 8.4955, 7.5838, 25.4998
O, 3.6762, 6.4326, 21.3403
O, 9.5646, 4.9639, 21.0896
O, 5.5208, 9.9847, 28.4929
O, 10.3237, 7.375, 21.8795
O, 8.7805, 6.156, 27.7033
O, 7.0649, 5.7143, 18.3848
O, 5.2615, 10.5411, 24.1139
O, 9.0482, 1.1427, 27.0046
O, 11.5704, 3.1699, 17.9162
O, 9.7406, 8.6997, 27.634

Results
free energy: -190401.232 eV
free energy less fixed offsets of O -568.88, Si -635.61 eV per atom: -3.442 eV

Forces (eV/angstrom), in the order of the atoms: element, x, y, z
Si, 0.0018, 0.05, -0.0017
Si, 0.0025, 0.0728, -0.0125
Si, 0.0027, 0.0212, 0.0091
Si, 0.0011, -0.0262, -0.0018
Si, 0.0032, -0.0401, -0.0104
Si, 0.0023, -0.0478, -0.0046
Si, 0.0012, 0.0323, 0.0031
Si, -0.0006, 0.043, -0.0014
Si, 0.0003, 0.0313, 0.0112
Si, -0.0009, -0.0489, -0.0091
Si, 0.0039, -0.0216, 0.0036
Si, -0.0019, -0.0247, 0.0083
Si, 0.0085, -0.0133, 0.042
Si, -0.0181, -0.0008, -0.0438
Si, 0.0122, 0.0175, -0.03
Si, 0.0266, -0.0628, 0.0311
Si, -0.0094, -0.0628, 0.0103
Si, 0.0002, -0.0792, 0.0535
Si, 0.0074, 0.0089, -0.0466
Si, 0.0032, 0.0024, 0.0486
Si, 0.0072, 0.0087, 0.0759
Si, -0.0025, -0.076, -0.018
Si, 0.0047, -0.0764, -0.1071
Si, 0.0012, -0.0429, 0.0623
Si, 0.001, 0.0432, 0.0029
Si, 0.0006, 0.0493, -0.0018
Si, -0.0032, 0.0354, 0.0047
Si, -0.002, -0.0359, -0.0003
Si, 0.0024, -0.0178, -0.016
Si, -0.0016, -0.043, -0.0035
Si, -0.0014, 0.0267, -0.0023
Si, 0.0004, 0.0397, -0.0003
Si, -0.0015, 0.0392, 0.0059
Si, 0.0005, -0.0324, -0.0094
Si, -0.0047, -0.0261, -0.0065
Si, 0.0025, -0.0473, 0.0039
Si, 0.0004, 0.0287, 0.0056
Si, -0.0006, 0.0286, -0.0016
Si, 0.0012, 0.0426, 0.003
Si, 0.0001, -0.0276, -0.0044
Si, 0.0003, -0.0376, -0.003
Si, -0.001, -0.0334, -0.0033
Si, -0.0006, 0.0361, -0.0014
Si, 0.0024, 0.0228, 0.0023
Si, -0.0027, 0.0328, 0.0086
Si, -0.002, -0.0423, -0.0045
Si, 0.0028, -0.0547, -0.0081
Si, 0.0007, -0.027, 0.0027
Si, 0.0056, 0.0449, 0.0017
Si, -0.0106, 0.0705, 0.0278
Si, 0.0038, 0.0633, 0.0088
Si, -0.0122, -0.0522, -0.0096
Si, 0.0118, -0.0265, -0.0146
Si, -0.0064, -0.0661, 0.0048
Si, -0.0068, 0.0442, 0.0017
Si, 0.0095, 0.0601, 0.0119
Si, -0.0008, 0.0531, 0.0044
Si, -0.0015, -0.0477, -0.0012
Si, -0.0071, -0.053, -0.0005
Si, 0.0072, -0.0712, 0.0013
Si, -0.008, 0.0739, -0.0257
Si, -0.0025, 0.062, -0.094
Si, 0.0025, 0.0711, -0.0111
Si, -0.0028, -0.0089, -0.0533
Si, -0.0054, -0.0226, -0.0118
Si, 0.0043, 0.0007, 0.0165
Si, -0.0067, 0.0763, -0.072
Si, 0.0081, 0.063, -0.058
Si, -0.0059, 0.0768, 0.0186
Si, 0.0024, -0.0055, 0.0081
Si, -0.0075, -0.0268, -0.0132
Si, -0.0018, -0.0223, -0.0123
Si, -0.0036, 0.015, 0.009
Si, 0.0011, 0.0185, 0.0071
Si, -0.0088, 0.0169, -0.0033
Si, -0.0051, -0.0246, -0.0079
Si, -0.0032, -0.0273, -0.006
Si, 0.0062, -0.0145, 0.0059
Si, -0.0158, 0.018, -0.0057
Si, 0.012, 0.0099, -0.0031
Si, -0.0004, 0.002, -0.0028
Si, -0.0017, -0.0103, -0.0008
Si, -0.0014, -0.0152, -0.0064
Si, 0.0117, -0.009, 0.0021
Si, 0.0074, 0.0011, 0.002
Si, 0.0071, 0.0017, -0.0026
Si, -0.0011, -0.01, -0.0006
Si, 0.0019, 0.0034, 0.0124
Si, -0.0068, 0.0101, 0.0158
Si, 0.004, 0.018, 0.0232
Si, -0.001, 0.0023, 0.0138
Si, -0.0018, 0, 0.0209
Si, -0.0077, -0.0122, 0.0199
Si, -0.0026, 0.0075, -0.007
Si, 0.0088, 0.003, -0.0108
Si, 0.0106, 0.0045, 0.0011
Si, -0.008, -0.0056, 0.0036
Si, -0.0014, 0.0058, -0.0122
Si, 0.0061, -0.0217, 0.0164
Si, -0.0014, 0.0078, 0.0115
Si, -0.0032, -0.01, -0.0053
Si, 0.0017, 0.0024, -0.0108
Si, -0.0037, 0.0037, 0.0083
Si, -0.0003, -0.0008, 0.0127
Si, 0.0009, -0.008, 0.0059
Si, -0.0017, -0.0149, -0.0085
Si, 0.0089, -0.0034, 0.0098
Si, -0.0132, 0.0127, 0.0118
Si, 0.0184, 0.0294, -0.0148
Si, -0.0112, 0.0311, -0.057
Si, -0.0108, 0.055, -0.0788
Si, 0.0093, -0.0187, -0.0626
Si, -0.0045, -0.0282, -0.0508
Si, -0.0031, -0.0085, -0.061
Si, 0.0169, 0.0053, -0.0533
Si, -0.015, -0.0184, -0.0246
Si, -0.0031, 0.0163, -0.0231
Si, -0.0031, -0.0497, -0.0919
Si, -0.0013, -0.0668, -0.07
Si, 0.0013, -0.019, -0.0474
Si, 0.0078, 0.0753, 0.001
Si, -0.0032, 0.0882, 0.0016
Si, -0.0118, 0.0503, 0.0036
Si, -0.0059, -0.0483, 0.003
Si, -0.0019, -0.0615, 0.0038
Si, -0.0017, -0.0687, -0.0088
Si, 0.0074, 0.0477, 0.004
Si, 0.0036, 0.0618, -0.0001
Si, 0.0017, 0.045, 0.0013
Si, 0.0078, -0.0502, -0.004
Si, -0.0055, -0.0407, -0.0037
Si, 0.0096, -0.0511, -0.0275
Si, -0.0028, 0.0326, 0.0915
Si, -0.0159, -0.0184, 0.0323
Si, 0.0165, 0.0283, 0.0514
Si, -0.0116, -0.0181, 0.0377
Si, -0.0118, -0.0212, 0.0548
Si, 0.0181, -0.0297, 0.0539
Si, 0.0015, 0.0192, 0.0737
Si, 0.0163, 0.0238, 0.0773
Si, -0.0254, 0.0421, 0.0606
Si, -0.0198, -0.0009, 0.0392
Si, 0.01, -0.0501, 0.0698
Si, 0.0097, -0.026, 0.0356
Si, -0.0003, -0.0044, 0.0069
Si, 0.005, -0.0104, 0.0041
Si, -0.0051, 0.0033, -0.0035
Si, 0.0008, 0.001, 0.0006
Si, -0.001, 0.0194, -0.0085
Si, -0.0031, 0.0078, -0.0036
Si, 0.0074, -0.0009, -0.0074
Si, -0.0031, 0.0017, 0.003
Si, 0.0022, 0.0132, 0.0097
Si, 0.0002, 0.0119, -0.0141
Si, -0.0029, 0.0045, -0.0113
Si, 0.0025, -0.0092, -0.0019
Si, 0.0033, -0.004, -0.0012
Si, 0.0003, -0.0119, -0.0031
Si, 0.005, -0.0115, 0.0069
Si, -0.0041, 0.0014, -0.0108
Si, 0.0014, 0.0081, -0.0004
Si, -0.0043, 0.0011, 0.0009
Si, 0.004, -0.0153, -0.0022
Si, 0.0024, -0.0024, -0.001
Si, -0.002, 0.0002, -0.0003
Si, 0.0026, 0.0028, 0.0025
Si, -0.0029, 0.0146, 0.006
Si, -0.0015, 0.001, -0.0094
Si, 0.0032, 0.0096, 0.0036
Si, 0.0074, 0.0052, 0.0003
Si, 0.0082, 0.0129, 0.0061
Si, -0.0035, -0.0115, -0.0008
Si, -0.0091, -0.0113, -0.0015
Si, -0.0137, -0.0091, 0.0012
Si, 0.0014, 0.0105, 0.0034
Si, 0.0048, 0.0125, -0.0004
Si, 0.0045, 0.0045, 0.006
Si, 0.0026, -0.0032, 0.0038
Si, -0.0126, -0.0131, 0.0043
Si, -0.0032, -0.0104, 0.0035
O, 0.0009, 0.0029, -0.0007
O, -0.0012, 0.0043, -0.0095
O, -0.0005, 0.0076, -0.0125
O, 0.0008, 0.0024, -0.0063
O, -0.0032, -0.0007, -0.0035
O, -0.0021, 0.0006, -0.0056
O, 0.0019, 0.0043, 0
O, 0.0008, 0.0026, -0.003
O, 0.0025, 0.0049, -0.0109
O, 0.0009, 0.0038, -0.0012
O, -0.0003, 0.0004, -0.0059
O, 0.0015, 0.0069, -0.0076
O, 0.0044, -0.0023, -0.0022
O, 0.0004, 0.0009, 0.0031
O, -0.0026, -0.0007, 0.008
O, -0.006, -0.0003, 0.003
O, 0.0014, -0.0056, 0.0038
O, -0.0045, 0.0013, 0.0024
O, 0.0057, -0.0022, 0.0108
O, 0.0016, 0.0018, 0.0075
O, -0.0038, 0.0054, 0.0052
O, 0.0018, -0.0027, 0.0064
O, 0.0012, -0.0116, 0.0157
O, 0.0003, -0.0018, 0.0009
Si, 0.0001, -0.0002, 0.0055
Si, 0.0012, 0.0014, 0.0051
Si, -0.0002, 0.0001, 0.0009
Si, -0.0022, -0.0007, 0.0032
Si, 0.0012, 0.0006, 0.0027
Si, 0.0015, 0.0008, 0.0052
Si, -0.0027, -0.0031, 0.0111
Si, -0.0013, -0.0001, 0.0077
Si, 0.0008, -0.0018, 0.0013
Si, -0.0015, 0.0005, 0.0014
Si, 0.0023, -0.001, 0.0091
Si, 0.0031, -0.0052, 0.0046
Si, 0.0011, -0.0008, 0.0003
Si, -0.0011, 0.0005, 0.0025
Si, -0.0059, 0.0052, -0.0065
Si, -0.0003, -0.0012, 0.0009
Si, -0.0016, -0.003, 0.0017
Si, 0.002, 0.0022, 0.0059
Si, -0.0015, -0.0002, 0.0012
Si, 0.0002, 0.0023, 0.0062
Si, 0.0089, -0.0007, -0.0002
Si, 0.0006, 0.0001, 0.0028
Si, -0.0028, -0.0009, 0.011
Si, -0.0025, 0.0074, 0.0002
Si, -0.0004, 0.0029, 0.0084
Si, -0.002, 0.0004, 0.0058
Si, 0.0042, 0.0044, 0.0019
Si, -0.0018, -0.0026, 0.0014
Si, 0.0012, -0.0002, 0.0036
Si, -0.0006, -0.0003, 0.0093
Si, -0.0015, 0.0013, 0.0095
Si, -0.0024, -0.0001, 0.0125
Si, -0.0073, -0.0028, -0.0048
Si, -0.0001, -0.0002, 0.0036
Si, 0.0006, 0.0018, 0.0115
Si, 0.0048, -0.0049, 0.0024
Si, 0, 0.0002, 0.0046
Si, -0.0012, 0.0003, 0.0078
Si, 0.0004, -0.0004, 0.0057
O, 0.0003, -0.0006, -0.0048
O, 0.0015, -0.0017, -0.0017
O, -0.001, 0.0012, 0.0015
O, 0.0001, -0.0016, -0.0001
O, -0.0009, -0.0006, -0.0017
O, 0.0002, -0.0021, -0.0052
O, -0.0002, -0.001, -0.0036
O, 0.0005, 0.0017, 0.0003
O, 0.0004, -0.0015, -0.0006
O, -0.0012, 0.0012, 0.0049
O, -0.0015, 0.0023, -0.0033
O, -0.0014, 0.0027, -0.0039
O, -0.0009, 0.0016, -0.0014
O, -0.002, -0.0006, -0.0002
O, -0.0022, 0.0034, -0.0076
O, 0.0001, -0.0004, -0.0011
O, 0.0023, -0.0004, -0.0033
O, 0.0018, -0.002, -0.0033
O, 0.0014, 0.0019, 0.0018
O, 0.0005, -0.0005, -0.0007
O, 0.0002, 0.0003, 0.0012
O, 0.001, -0.0013, -0.0027
O, 0.0021, -0.004, 0.0018
O, -0.0007, 0.0011, -0.0013
O, 0.0007, 0.0008, -0.0015
O, 0.001, 0.0004, -0.0009
O, 0.0006, 0.0013, -0.0005
O, -0.0019, -0.0016, -0.0017
O, 0.0008, -0.0007, 0.0024
O, 0.0007, 0.0009, -0.0002
O, -0.0013, -0.0003, -0.0005
O, -0.0007, 0.0011, 0.0004
O, -0.0019, 0.0053, -0.0079
O, 0.0005, 0.0007, -0.0015
O, 0.0015, 0.0032, -0.0039
O, 0.0006, 0.0032, -0.0013
O, 0.0013, 0.0027, -0.0015
O, -0.0003, 0.0001, -0.0023
O, 0.0001, 0.0001, -0.0003
O, -0.001, 0.0001, -0.0004
O, -0.0002, 0.0003, -0.0013
O, -0.0004, -0.002, -0.0031
O, -0.0014, 0.0022, 0.0007
O, 0.0012, 0.0011, 0.001
O, 0.0026, 0.0016, 0.0022
O, -0.0006, 0.0002, -0.0014
O, 0.0019, -0.0002, -0.0036
O, -0.0007, -0.0003, -0.0012
O, -0.0044, -0.0012, 0.0008
O, 0.0001, 0.0013, -0.0018
O, -0.0004, 0.0011, -0.0008
O, 0.0006, 0.0006, -0.0026
O, -0.001, -0.0018, 0.0033
O, 0.0005, -0.0003, -0.0051
O, -0.002, 0.0029, 0.0072
O, -0.0006, -0.0029, -0.0025
O, 0.0007, 0.0005, 0.0018
O, 0.0012, 0.0016, -0.0008
O, 0.0007, -0.0074, 0.0025
O, -0.0008, 0, -0.0026
O, -0.0022, -0.0038, 0.0059
O, 0.0016, -0.0051, -0.0035
O, 0.0011, -0.0017, -0.0025
O, -0.0016, -0.0017, -0.0041
O, -0.0006, 0.0038, -0.0051
O, -0.0028, -0.0003, 0.0001

The program warned: the cutoff lies below the one the program advises for these potential files; the forces do not sum to zero within the program's tolerance; the exchange-correlation potential is rough where the density is thin.
